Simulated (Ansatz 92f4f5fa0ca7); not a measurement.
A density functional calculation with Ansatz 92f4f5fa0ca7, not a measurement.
Periodic cell of 222 atoms, Si131O89B2, from a study of silicon, its oxide and their interface. The atomic structure is a simulated model.

Settings: functional PBE; potential files Ansatz PAW; basis plane waves; wave-function cutoff 700 eV; density cutoff ratio 5; exchange-correlation grid ratio 1; k mesh 2 x 2 x 1, shifted by 0.5 0.5 0.5 of a step; self-consistency stop 5e-08 eV per atom in the density residual; occupations fixed; spin none; net charge 0.

Cell vectors (angstrom)
a	10.938	0	0
b	0	10.938	0
c	0	0	32.1988

Atoms: element, x, y, z (angstrom)
Si	10.5613	0.2243	24.906
Si	5.6998	10.6515	24.7349
Si	2.5399	2.9589	24.6647
Si	8.4127	2.491	24.878
Si	0.3162	5.2268	24.7651
B	5.624	5.2905	24.9684
B	2.5078	8.4803	24.8046
Si	7.9071	8.3814	24.7324
Si	1.3619	1.3859	26.0312
Si	6.8141	1.2948	26.134
Si	4.1714	4.1751	25.9524
Si	9.6274	4.1085	26.1024
Si	1.4835	6.9715	25.8963
Si	6.7038	6.7482	25.9874
Si	4.0029	9.4588	25.9099
Si	9.4394	9.5377	26.1645
Si	2.7426	-0.0218	27.3434
Si	8.1527	-0.0207	27.557
Si	0.016	2.7181	27.4737
Si	5.4361	2.7407	27.3925
Si	2.7719	5.5339	27.344
Si	8.1895	5.4878	27.3827
Si	0.01	8.1795	27.3705
Si	5.393	8.1634	27.3807
Si	4.0797	1.3579	28.7534
Si	9.5775	1.3593	28.8388
Si	1.3951	4.1429	28.7448
Si	6.8373	4.0965	28.7548
Si	4.0913	6.8256	28.8022
Si	9.5734	6.8311	28.7602
Si	1.3689	9.5671	28.7392
Si	6.7584	9.5244	28.8048
Si	0.0175	-0.0183	30.1538
Si	5.4461	0.006	30.1518
Si	2.7292	2.746	30.1292
Si	8.197	2.742	30.1542
Si	0.005	5.4674	30.1361
Si	5.4766	5.4598	30.1445
Si	2.7234	8.2094	30.1417
Si	8.1995	8.1969	30.1404
Si	1.3673	1.3673	31.515
Si	6.8362	1.3673	31.515
Si	4.1018	4.1018	31.515
Si	9.5708	4.1018	31.515
Si	1.3673	6.8362	31.515
Si	6.8362	6.8362	31.515
Si	4.1018	9.5708	31.515
Si	9.5708	9.5708	31.515
Si	2.7345	0	0.6835
Si	8.2035	0	0.6835
Si	0	2.7345	0.6835
Si	5.469	2.7345	0.6835
Si	2.7345	5.469	0.6835
Si	8.2035	5.469	0.6835
Si	0	8.2035	0.6835
Si	5.469	8.2035	0.6835
Si	4.1218	1.3607	2.0586
Si	9.5662	1.3573	2.0554
Si	1.3685	4.1207	2.0397
Si	6.8497	4.0849	2.0606
Si	4.105	6.8289	2.0555
Si	9.5784	6.8369	2.0549
Si	1.3783	9.5536	2.0537
Si	6.8287	9.5913	2.0527
Si	-0.0071	-0.0309	3.3959
Si	5.4896	0.0131	3.4746
Si	2.7741	2.7828	3.3715
Si	8.1924	2.6975	3.4536
Si	0.0194	5.4801	3.437
Si	5.4837	5.4656	3.4115
Si	2.7677	8.2098	3.4489
Si	8.2063	8.2263	3.3869
Si	1.3915	1.3918	4.6417
Si	6.8458	1.3504	4.9133
Si	4.1565	4.0875	4.8086
Si	9.5746	4.086	4.7676
Si	1.4131	6.8346	4.8226
Si	6.8248	6.8883	4.7381
Si	4.1359	9.5778	4.8523
Si	9.5554	9.5525	4.7977
Si	2.7454	0.1097	6.0689
Si	8.2056	-0.0599	6.2759
Si	0.0266	2.6769	6.0514
Si	5.4768	2.7286	6.2987
Si	2.8155	5.4808	6.1847
Si	8.1716	5.4807	6.0507
Si	0.0124	8.1889	6.1619
Si	5.5285	8.2234	6.2442
Si	3.8379	1.5734	7.608
Si	9.8367	1.1456	7.4612
Si	1.6309	3.8031	7.3187
Si	6.6483	4.4198	7.4929
Si	4.4014	6.6372	7.5581
Si	9.3671	6.9476	7.4131
Si	1.1389	9.921	7.3059
Si	7.1623	9.228	7.6843
O	8.3157	8.0885	7.9292
O	2.7187	2.7378	7.9572
O	9.5283	1.3922	24.3833
O	0.0266	0.0307	7.9658
O	5.5214	5.5127	8.046
O	6.8167	9.5293	24.2139
O	1.4218	4.1079	24.2152
O	3.8533	7.3918	8.9467
O	0.8273	4.3779	8.6197
O	9.8141	6.165	8.8045
O	2.1036	9.3891	8.5218
O	7.5028	3.9296	8.8198
O	4.2683	0.9282	9.0795
O	6.7389	9.5542	9.2441
O	9.208	1.8627	8.8093
O	7.7647	3.0458	23.4702
O	10.469	5.7895	23.4348
O	5.1446	0.4783	23.386
O	6.0253	5.0033	23.7071
O	3.1037	2.2132	23.287
O	2.1619	8.9657	23.5764
O	8.6438	7.7646	23.3811
O	-0.0134	10.4008	23.5047
Si	4.4052	1.6133	22.4867
Si	3.4816	7.9177	14.062
Si	7.1028	0.9587	14.6846
Si	0.8674	9.4139	22.6014
Si	1.1723	4.3087	11.9022
Si	6.2571	8.965	15.3415
Si	0.6704	1.3663	12.3345
Si	8.5992	4.9869	20.5561
Si	0.3239	5.7096	9.3783
Si	5.0838	3.1341	17.9509
Si	0.8588	3.7395	16.7936
Si	10.3569	2.8336	19.2779
Si	5.2777	1.1855	10.3593
Si	0.8799	0.1788	19.9115
Si	6.6441	9.463	10.8819
Si	9.3355	9.6854	18.3692
Si	9.3861	9.2518	12.6009
Si	6.6077	3.8456	22.6781
Si	2.4357	8.0758	9.4009
Si	10.5732	7.3686	17.1154
Si	2.4955	6.2889	16.6134
Si	10.1724	4.4938	14.2151
Si	6.1324	9.1973	18.5388
Si	7.9681	2.5754	9.5922
Si	8.8726	2.1497	12.4732
Si	5.3267	6.2527	18.0883
Si	3.9176	0.5778	19.4857
Si	4.2696	3.8424	12.0598
Si	5.5429	6.6035	12.1587
Si	7.9942	2.4938	17.2516
Si	4.3489	2.4877	14.9802
Si	1.5252	1.2161	15.2945
Si	1.5685	9.4119	12.074
Si	8.0477	6.8528	13.8924
Si	10.3727	9.8403	15.5233
Si	9.8338	7.0027	22.564
Si	8.0898	5.4796	17.4504
O	6.0425	7.9631	11.3139
O	6.0255	9.2175	16.9214
O	7.6711	1.3727	13.2199
O	0.8739	1.7494	13.9064
O	9.4184	6.2452	16.9396
O	6.7639	6.2008	13.1536
O	5.1145	4.6667	18.6298
O	9.2005	2.1285	18.3139
O	2.3538	0.1144	19.1327
O	9.4192	10.2488	16.8128
O	2.7802	4.4412	11.7251
O	5.0531	10.3345	19.123
O	9.4146	3.2504	13.5155
O	0.4199	1.7628	20.0213
O	3.1375	1.3773	15.097
O	8.1005	5.3716	19.0682
O	3.8781	6.6082	17.4212
O	4.5765	3.3041	16.3912
O	9.0612	5.6733	14.3509
O	5.422	2.8595	22.1777
O	10.6687	4.1484	15.7133
O	0.2961	3.8534	18.3261
O	10.4253	10.497	19.2884
O	9.6349	10.0295	14.0641
O	10.9997	8.0755	22.158
O	1.1712	2.157	16.5726
O	9.6486	3.7322	20.4526
O	8.1316	4.0258	16.7278
O	-0.0453	9.1078	11.9387
O	6.5625	2.4192	18.0342
O	5.5788	10.7202	11.208
O	7.7418	9.6046	18.8793
O	10.0217	1.0249	12.0924
O	1.3056	6.9627	9.1036
O	0.6184	4.7689	13.374
O	5.6969	7.6332	19.0022
O	5.2315	5.09	11.5373
O	2.7031	6.9652	15.1436
O	0.9115	2.7392	11.5018
O	0.8585	10.681	15.5807
O	2.4055	8.5963	10.9369
O	4.6918	2.4356	11.2819
O	4.2421	3.5097	13.6899
O	2.1806	4.6781	16.5548
O	10.677	8.2485	15.7346
O	6.9143	10.2901	14.6829
O	2.3344	8.9395	13.4558
O	8.0104	1.5194	15.9361
O	4.1308	6.9925	12.8877
O	4.1483	2.0195	18.7145
O	7.2635	4.5785	21.3978
O	8.4102	2.9252	11.1199
O	1.1667	6.8733	17.3903
O	5.6349	1.5695	14.7772
O	8.126	9.7583	11.6175
O	9.2645	6.3224	21.2041
O	8.959	7.7194	12.8868
O	1.6501	0.1201	11.9262
O	6.631	6.1475	17.0833
O	7.3862	7.8012	15.0637
O	1.2519	10.2854	21.2852
O	10.0164	8.2026	18.3925
O	3.9823	0.9036	21.0888
O	0.3203	5.3206	10.9462
O	6.6979	1.573	9.6571
O	4.7623	8.698	14.7254

Results
free energy: -134223.454 eV
free energy less fixed offsets of B -155.45, O -569.03, Si -635.61 eV per atom: -3.974 eV

Forces (eV/angstrom), in the order of the atoms: element, x, y, z
Si	-0.025	0.015	-0.0047
Si	0.0265	-0.009	-0.0407
Si	-0.0207	0.0112	-0.024
Si	0.0173	-0.0145	0.0009
Si	0.0051	-0.0305	-0.0284
B	0.0186	0.0018	-0.0693
B	-0.0053	0.0358	-0.0753
Si	-0.0056	0.0265	-0.0297
Si	-0.0088	0.0017	-0.0043
Si	0.0113	-0.001	-0.0159
Si	0.0032	0.0029	0.0058
Si	-0.0106	-0.0124	-0.0073
Si	0.0124	-0.0035	0.0121
Si	-0.0022	0.0037	0.007
Si	-0.0074	-0.0139	0.0101
Si	-0.0073	0.0071	-0.0159
Si	0.0035	-0.0004	-0.0018
Si	0.0059	0.0017	0.0002
Si	-0.0045	-0.0065	-0.0067
Si	-0.0072	0.0087	-0.008
Si	-0.0035	0.0009	-0.0145
Si	0.0014	0.0021	-0.0087
Si	0.0116	-0.0078	-0.0107
Si	0.003	0.0137	-0.0101
Si	-0.0028	-0.0045	-0.0036
Si	0.0003	0.0068	-0.0345
Si	0.0033	0.0024	-0.0054
Si	0.0073	-0.0067	-0.0137
Si	-0.0025	0.0021	0.0017
Si	-0.001	-0.0044	-0.0006
Si	-0.004	0.0022	-0.0111
Si	-0.0101	-0.0065	-0.0006
Si	0.0078	-0.0095	0.0062
Si	-0.0099	0.0049	-0.0085
Si	0.0111	-0.0026	0.0001
Si	-0.0112	0.0096	0.002
Si	-0.0038	0.0088	-0.003
Si	0.0037	-0.0047	0.0038
Si	-0.0055	0.0073	0.0032
Si	0.0063	-0.008	-0.007
Si	0.0575	0.06	-0.0471
Si	-0.036	0.0136	-0.0438
Si	0.0358	-0.0794	-0.0336
Si	0.0311	0.0635	-0.0392
Si	-0.0596	0.0493	-0.0675
Si	0.0619	-0.077	0.016
Si	-0.1659	0.0099	0.0271
Si	-0.0315	-0.056	-0.0191
Si	0.0822	-0.0157	0.1196
Si	-0.0394	0.0576	-0.0802
Si	-0.062	-0.0133	0.0754
Si	0.0693	-0.0525	0.0192
Si	-0.0257	0.1462	-0.1258
Si	0.0862	-0.062	0.103
Si	0.0591	-0.1227	-0.0099
Si	-0.0144	0.051	0.0562
Si	0.01	-0.0139	0.0013
Si	-0.0097	0.0112	-0.0025
Si	-0.0062	0.0067	-0.0004
Si	0.0067	-0.0057	0.004
Si	-0.01	0.0075	0.008
Si	0.0079	-0.0094	0.0016
Si	0.0122	-0.0081	0.0045
Si	-0.0085	0.0087	-0.0008
Si	-0.016	-0.013	0.0204
Si	0.003	0.005	0.0013
Si	0.0121	0.0102	0.0196
Si	-0.0094	-0.0077	0.0177
Si	0.0046	0.0049	0.0167
Si	-0.0124	-0.0049	0.0099
Si	-0.0006	-0.0014	0.0185
Si	0.0084	0.0054	0.0101
Si	0.0065	-0.0027	0.0072
Si	0.0002	0.0006	-0.0057
Si	-0.0022	-0.0029	0.0103
Si	-0.0018	0.0007	0.0073
Si	-0.002	0	-0.0005
Si	-0.0085	0.0048	0.0099
Si	0.0076	-0.0126	0.001
Si	-0.0072	0.0032	0.0096
Si	0.0074	0.0179	0.01
Si	-0.0076	-0.0007	-0.0168
Si	-0.0028	-0.0125	0.0054
Si	-0.008	0.0092	-0.0206
Si	0.0091	0.0072	-0.0068
Si	0.0115	-0.0104	0.0039
Si	-0.0065	0.0121	-0.01
Si	0.0029	0.0039	-0.023
Si	-0.0395	0.0066	0.0306
Si	0.0265	-0.0056	0.0359
Si	0.0088	-0.0222	0.03
Si	0.0038	0.0344	0.034
Si	0.0142	-0.0123	0.0387
Si	-0.0226	-0.0029	0.0309
Si	-0.0019	0.0259	0.0233
Si	0.0258	-0.0302	0.0502
O	-0.0071	0.0062	0.0145
O	0.0105	-0.0136	0.0254
O	-0.0048	-0.0011	-0.0421
O	-0.0037	0.0046	0.0193
O	-0.0013	0.0016	0.0163
O	-0.0041	-0.0025	-0.0077
O	0.0016	-0.0046	-0.0222
O	-0.0041	-0.0052	-0.0138
O	0.0036	0.0194	-0.0044
O	0.0144	0.0036	-0.0085
O	-0.0156	-0.0252	0.0057
O	-0.0116	-0.0196	-0.0043
O	0.0055	0.0192	-0.0066
O	0.0022	-0.0101	-0.0064
O	-0.0118	0.0009	-0.007
O	-0.0206	0.0135	-0.0112
O	0.0064	0.0249	0.0017
O	-0.0044	0.0024	0.0084
O	-0.0039	-0.0224	0.0159
O	0.0229	0.0073	0.0055
O	-0.0193	-0.023	0.0332
O	0.0057	-0.0059	0.0054
O	0.0236	-0.0142	-0.0096
Si	-0.002	0.0041	0.0005
Si	-0.0049	-0.0004	-0.0004
Si	0.0035	-0.0016	-0.0028
Si	-0.0219	0.0056	-0.0026
Si	-0.0027	0.0063	-0.0052
Si	0.0007	-0.0001	0.0001
Si	0.0032	-0.0012	-0.0084
Si	0.0004	0.0013	-0.0019
Si	0.0068	0.0073	-0.0081
Si	-0.0033	-0.0003	-0.0032
Si	-0.001	0.0027	0.0026
Si	0.003	0.0005	0.0055
Si	0.0046	0.0053	-0.0079
Si	0.0008	0.009	0.0034
Si	0.0085	0.0002	0.0033
Si	0.0026	-0.0007	-0.003
Si	0.0005	0	-0.0045
Si	0.0055	-0.0162	-0.0033
Si	-0.0127	-0.005	-0.0095
Si	-0.0057	0.006	-0.0011
Si	-0.0002	0.0007	-0.004
Si	-0.0006	0.0022	0.0018
Si	0.0017	-0.0043	-0.0065
Si	-0.0017	-0.0019	-0.0037
Si	-0.0001	-0.0017	-0.0057
Si	0.0022	0.0019	0.0034
Si	-0.008	0.004	0.0084
Si	-0.0094	0.0043	0.0044
Si	-0.0018	-0.0016	0.004
Si	0.003	-0.003	-0.001
Si	-0.0034	0.004	-0.0015
Si	0.0009	-0.0025	0.0028
Si	0.0041	-0.0011	-0.0032
Si	0.0003	-0.0045	0.003
Si	-0.0009	-0.0001	-0.0026
Si	0.0038	-0.0036	-0.0001
Si	-0.0019	-0.0064	0.0019
O	-0.0034	0.0077	0.007
O	0.012	-0.0048	0.0088
O	0.0148	0.0011	0.0057
O	0.0064	-0.0194	-0.0032
O	-0.004	0.0002	-0.0047
O	0.0128	0.0218	0.0025
O	-0.0005	-0.0045	-0.0123
O	-0.004	0.0275	-0.0035
O	0.0116	0.0071	0.0099
O	0.0173	-0.0181	0.0144
O	-0.0038	-0.0011	0.0121
O	-0.0033	-0.0012	-0.0083
O	0.0081	0.0033	-0.0095
O	-0.0035	0.0158	-0.0123
O	-0.0014	0.0195	0.0025
O	0.0114	-0.0092	-0.0054
O	-0.012	-0.0058	-0.0062
O	0.004	-0.0192	0.0116
O	-0.0022	-0.0097	0.0035
O	0.0024	-0.0016	0.0218
O	0.01	-0.0056	0.0051
O	-0.0115	-0.0181	-0.0089
O	0.0021	-0.0074	-0.0035
O	0.0178	-0.0231	0.0071
O	0.0019	0.0118	0.0253
O	-0.0019	0.0081	-0.0193
O	-0.0124	0.0104	-0.0242
O	-0.0016	-0.0114	0.0241
O	0.0102	0.003	0.0104
O	0.0057	0.0116	-0.0169
O	0.0006	0.0023	-0.0076
O	0.0016	0.0064	-0.0101
O	-0.002	0.0353	0.0216
O	0.004	-0.004	0.028
O	-0.0079	-0.0174	-0.0021
O	-0.0093	0.0006	-0.0131
O	-0.0086	-0.0097	-0.0107
O	0.0094	0.0061	0.0055
O	-0.0064	0.0025	0.0184
O	-0.0235	0.0012	-0.0042
O	-0.0138	0.0017	-0.0043
O	0.0155	0.0015	-0.0006
O	0.0013	-0.0164	-0.0032
O	-0.0164	-0.002	0.0036
O	-0.0092	0.0172	0.0207
O	-0.0105	0.0026	0.013
O	0.0102	-0.0061	0.0013
O	-0.0195	0.0085	0.0014
O	0.0088	0.0112	0.0073
O	0.0113	-0.0019	-0.0001
O	0.0143	-0.0004	0.0108
O	0.0001	-0.023	-0.0016
O	0.0078	-0.0064	-0.0063
O	0.0072	0.0123	0.0062
O	-0.0253	-0.0073	-0.0133
O	-0.004	-0.0117	0.0155
O	-0.0176	0.0126	0.0178
O	-0.02	-0.0004	0.0194
O	0.0005	0.0045	-0.0003
O	-0.0029	0.0071	-0.0027
O	-0.0119	-0.0125	-0.0014
O	-0.0005	0.0131	-0.0278
O	0.003	0.0063	-0.0077
O	0.0138	-0.0083	-0.0137
O	-0.0004	0.0175	0.0241
O	0.0012	-0.0058	-0.0048

The program warned: the cutoff lies below the one the program advises for these potential files; the exchange-correlation potential is rough where the density is thin.
